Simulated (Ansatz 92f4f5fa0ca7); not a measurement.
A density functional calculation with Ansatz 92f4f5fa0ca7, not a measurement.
Periodic cell of 258 atoms, Si166O92, from a study of silicon, its oxide and their interface. The atomic structure is a simulated model.
Doubt: the cutoff is far below the 930 eV that the study's wrapper takes by default for these files, so forces and energies are approximate.
This geometry differs little from another in the collection (a relaxation step or a small displacement).

Settings
functional: PBE
potential files: Ansatz PAW
basis: plane waves
wave-function cutoff: 580 eV
density cutoff ratio: 5
exchange-correlation grid ratio: 1
k mesh: 1 x 1 x 1, Gamma-centred
self-consistency stop: 5e-08 eV per atom in the density residual
occupations: fixed
spin: none
net charge: 0

Cell vectors (angstrom)
a	10.938	0	0
b	0	10.938	0
c	0	0	37.4341

Atoms: element, x, y, z (angstrom)
Si	0	0	0.683
Si	5.469	0	0.683
Si	2.7345	2.7345	0.683
Si	8.2035	2.7345	0.683
Si	0	5.469	0.683
Si	5.469	5.469	0.683
Si	2.7345	8.2035	0.683
Si	8.2035	8.2035	0.683
Si	1.3673	1.3673	2.0503
Si	6.8362	1.3673	2.0503
Si	4.1018	4.1018	2.0503
Si	9.5708	4.1018	2.0503
Si	1.3673	6.8362	2.0503
Si	6.8362	6.8362	2.0503
Si	4.1018	9.5708	2.0503
Si	9.5708	9.5708	2.0503
Si	2.7345	0	35.3826
Si	8.2035	0	35.3826
Si	0	2.7345	35.3826
Si	5.469	2.7345	35.3826
Si	2.7345	5.469	35.3826
Si	8.2035	5.469	35.3826
Si	0	8.2035	35.3826
Si	5.469	8.2035	35.3826
Si	4.1018	1.3673	36.7499
Si	9.5708	1.3673	36.7499
Si	1.3673	4.1018	36.7499
Si	6.8362	4.1018	36.7499
Si	4.1018	6.8362	36.7499
Si	9.5708	6.8362	36.7499
Si	1.3673	9.5708	36.7499
Si	6.8362	9.5708	36.7499
Si	2.592	-5.4948	29.9003
Si	7.42	-3.8967	24.4016
Si	-1.2379	4.4827	28.6033
Si	4.759	-1.6716	28.3961
Si	3.88	6.1144	25.2309
Si	9.9567	10.6107	19.6829
Si	3.3649	11.4452	46.0404
Si	6.3173	8.9995	14.6081
Si	0.0033	-2.8309	29.7859
Si	8.1049	1.6636	20.9294
Si	3.9675	6.7701	31.3481
Si	12.425	9.5207	31.0793
Si	0.5415	8.205	21.2437
Si	11.6822	10.0014	25.9368
Si	6.8931	9.6468	31.1636
Si	14.8169	14.7959	28.7441
Si	0.0315	2.9448	29.8093
Si	12.9824	1.7848	25.4141
Si	-5.0705	2.3332	19.1109
Si	4.1312	1.4617	31.4529
Si	1.8559	2.4785	28.298
Si	6.7636	6.6025	28.8009
Si	-2.6455	5.5069	30.1194
Si	7.4123	8.9797	19.2402
Si	8.2413	0.117	29.5973
Si	12.2559	4.1498	31.3715
Si	2.9525	0.1599	29.9272
Si	6.8605	4.1077	31.3435
Si	6.9082	11.5268	23.5031
Si	14.5763	7.924	21.0037
Si	0.6362	6.1035	28.5501
Si	5.5007	7.9945	30.1377
Si	0.0525	-0.0212	32.4773
Si	5.5114	-0.0129	32.6463
Si	2.6985	2.7913	32.7329
Si	8.2732	2.6997	32.6012
Si	-0.0091	5.5342	32.7186
Si	5.4404	5.4565	32.672
Si	2.7147	8.2374	32.6606
Si	8.1949	8.3153	32.6544
Si	1.3451	1.3368	33.9896
Si	6.8703	1.3683	34.0005
Si	4.104	4.1127	34.0621
Si	9.5714	4.1025	34.0166
Si	1.3813	6.8671	34.0479
Si	6.8342	6.8692	33.994
Si	4.1234	9.5763	34.0141
Si	9.6173	9.6239	33.9868
Si	2.7113	0.0009	3.4194
Si	8.2382	-0.0087	3.4053
Si	-0.0037	2.7243	3.4369
Si	5.4556	2.7372	3.4105
Si	2.7203	5.4739	3.423
Si	8.2089	5.4624	3.4177
Si	-0.0072	8.1845	3.4399
Si	5.4551	8.169	3.4182
Si	4.0508	1.4033	4.7649
Si	9.6124	1.3083	4.8273
Si	1.3391	4.1307	4.7979
Si	6.8388	4.0925	4.7717
Si	4.0607	6.8355	4.8252
Si	9.6011	6.7704	4.8193
Si	1.3536	9.5687	4.8122
Si	6.9227	9.4836	4.7133
Si	0.043	-0.0391	6.2798
Si	5.5011	-0.0553	5.9008
Si	1.2125	7.6575	13.4567
Si	8.2	2.6829	6.1124
Si	-0.0079	5.4248	6.2731
Si	9.5192	3.958	7.5779
Si	5.1831	13.2404	8.696
Si	8.268	8.1315	6.1781
Si	2.7031	2.8263	6.1795
Si	4.2156	-1.3149	7.3685
Si	5.4692	5.4621	6.1457
Si	15.0563	7.4401	10.3841
Si	2.8052	9.5079	11.1052
Si	11.6566	4.0843	10.5677
Si	2.928	5.7477	8.965
Si	9.5895	9.4658	7.6466
Si	-2.0988	-0.2185	14.8113
Si	7.8735	-0.2843	8.7261
Si	0.6097	-2.2088	11.3617
Si	9.1746	0.9418	10.2457
Si	3.3711	9.774	13.9486
Si	12.2563	6.8765	7.6631
Si	-0.0887	6.0834	20.4294
Si	10.4628	7.7947	24.2731
Si	4.8977	5.65	11.8532
Si	8.2103	2.5002	11.7539
Si	5.9138	4.4276	24.4457
Si	4.1321	4.1439	7.5732
Si	6.8429	6.7894	7.5266
Si	9.7646	9.6167	28.3761
Si	4.7743	13.2824	16.3502
Si	2.6888	8.2212	6.2154
O	-25.7319	-5.4216	24.881
O	-6.2083	19.6457	21.941
O	10.859	-21.3118	18.649
O	-21.4267	11.7899	12.4051
O	-1.0401	29.613	17.0026
O	35.1668	15.2085	15.2349
O	2.6315	-31.5149	21.7078
O	5.5544	22.832	24.3382
O	-26.4918	49.6487	12.6369
O	19.5647	-3.9791	11.6698
O	3.8878	21.5552	19.9126
O	56.0185	-5.5729	20.0357
O	-8.028	21.6566	10.0193
O	-19.5538	12.6019	19.1115
O	13.4281	5.3839	25.7283
O	2.7997	3.9037	21.7083
O	11.0848	8.1273	22.8204
O	17.7874	-1.0295	23.2716
O	-4.041	14.3518	23.6261
O	21.1354	-16.646	21.6968
O	-2.516	-16.2932	16.8886
O	24.0261	19.4514	21.2578
O	-1.0471	27.9172	19.0956
O	23.2916	13.5484	26.6933
Si	18.1591	30.149	27.1952
Si	31.849	3.6933	22.2212
Si	18.2829	24.2135	14.6008
Si	1.4131	-9.5142	7.6029
Si	-3.0102	16.0911	8.871
Si	16.4095	17.316	15.9607
Si	-3.3557	5.3972	15.4809
Si	32.6367	-13.1595	16.0575
Si	12.2999	6.463	26.3505
Si	9.3694	17.2343	10.3267
Si	-5.8378	12.6501	25.7063
Si	16.6039	-5.9811	27.5711
Si	-0.2116	-8.4529	9.0367
Si	13.9101	16.3451	14.248
Si	18.5227	-14.9897	12.9271
Si	-4.1662	12.1998	7.3249
Si	13.2034	10.2658	16.7198
Si	-15.5386	19.6708	22.2455
Si	9.0009	-4.2156	17.9027
Si	9.6344	1.3928	31.0798
Si	1.9816	-19.2208	22.378
Si	5.4963	-19.153	30.0096
Si	10.2738	-0.2845	11.9577
Si	-8.099	15.9968	20.556
Si	-13.6444	2.921	24.57
Si	-7.5512	12.1214	20.2544
Si	10.7071	-2.9893	9.1935
Si	12.2389	1.1247	17.9404
Si	-4.0224	-9.1824	28.3058
Si	24.4403	-2.5142	26.1711
Si	5.6742	19.3505	8.8169
Si	-6.0715	-6.1888	18.1565
Si	11.1784	13.338	12.8856
Si	23.7421	13.7039	15.5802
Si	6.5858	14.5637	10.1956
Si	-1.3342	6.9551	31.379
Si	-3.0267	3.6093	27.0863
Si	26.3201	9.5589	18.7911
O	0.0092	-11.5922	27.402
O	-4.8768	-1.3033	18.5952
O	46.4544	8.2915	13.805
O	8.6875	9.9453	18.8993
O	58.2272	-9.6125	25.9057
O	6.7915	-23.268	9.4052
O	41.1146	6.3035	14.281
O	46.2442	-22.2989	15.102
O	10.5413	-1.7215	25.0628
O	-21.077	13.3134	14.4119
O	25.924	29.9858	19.4287
O	25.5825	9.8016	17.363
O	37.4587	-28.886	16.741
O	21.4561	16.175	10.8798
O	14.238	12.8728	15.7733
O	16.2108	4.4577	10.8005
O	27.0837	17.1671	17.5948
O	-10.6816	6.6061	25.1252
O	-37.1266	7.3285	23.0172
O	4.7308	-19.7597	20.2661
O	10.0088	21.0905	15.7968
O	19.4974	12.301	15.1122
O	-2.1692	19.7086	27.3654
O	27.829	34.0669	27.0132
O	-25.8345	-13.8515	25.6047
O	-0.1103	31.3289	20.4167
O	61.6133	19.29	13.2239
O	42.3577	14.5215	23.8186
O	1.0439	24.3234	16.9717
O	15.5458	-5.6222	23.9705
O	7.1988	30.6989	20.8591
O	49.7519	18.8556	15.7716
O	-7.6482	32.2486	12.4412
O	1.1008	-10.4635	25.1867
O	-14.1194	7.5241	18.5965
O	12.1577	8.997	16.8539
O	41.5737	24.9754	21.3097
O	12.534	17.022	13.6515
O	12.1077	36.2036	11.9848
O	7.3189	1.7296	19.5007
O	-7.0946	4.9759	12.9245
O	-18.3169	-14.1487	24.963
O	5.8719	34.8146	15.2143
O	64.301	13.8378	12.6367
O	15.2703	-11.2006	29.1021
O	7.1558	34.9541	12.9799
O	3.5939	6.3155	21.2755
O	44.1496	13.7496	22.0255
O	-23.4712	-32.1999	20.8595
O	26.8369	-26.8168	26.4575
O	13.0269	4.7829	10.0318
O	-7.3318	4.6863	19.167
O	16.1679	25.2377	25.5323
O	19.913	7.2296	24.0684
O	2.1482	2.6111	24.0091
O	17.9091	1.1878	21.9917
O	38.9056	25.8233	18.8942
O	18.378	20.9322	15.192
O	29.6193	-18.037	15.0451
O	19.1148	23.1318	24.3535
O	23.9578	-20.9831	28.7288
O	15.8814	9.796	14.3176
O	27.1471	1.6198	17.7427
O	-4.7931	9.4864	27.5288
O	47.7878	28.1351	15.1628
O	14.45	19.7707	27.4394
O	9.2364	-0.4905	13.2413
O	21.9728	-2.8815	14.5873

Results
free energy: -157841.322 eV
free energy less fixed offsets of O -568.88, Si -635.61 eV per atom: 6.898 eV

Forces (eV/angstrom), in the order of the atoms: element, x, y, z
Si	0.0565	0.0017	-0.0266
Si	0.0187	-0.0187	0.0141
Si	0.0205	0.0292	0.0191
Si	0.0475	0.0311	-0.0022
Si	0.0147	-0.0282	0.0006
Si	0.0221	-0.0087	-0.0167
Si	0.0009	0.0137	-0.006
Si	-0.0297	0.0263	0.0264
Si	-0.1075	0.0181	-0.0205
Si	0.0192	-0.0227	0.1105
Si	-0.0601	0.1135	0.0005
Si	-0.0319	-0.1202	0.0676
Si	0.0072	0.085	0.0101
Si	-0.033	-0.1752	-0.0209
Si	-0.0047	0.007	0.158
Si	0.2044	-0.1576	-0.0861
Si	-0.0028	-0.0315	-0.1398
Si	0.2428	0.1112	-0.0347
Si	-0.0457	-0.1542	-0.0963
Si	0.205	-0.1387	-0.0014
Si	0.0431	0.2227	0.2847
Si	-0.1367	0.0633	-0.1658
Si	-0.0493	0.2401	0.0657
Si	-0.0298	-0.0389	0.0678
Si	0.0013	0.0097	-0.0085
Si	-0.0876	-0.0168	0.0363
Si	0.0492	-0.0165	-0.0376
Si	-0.0735	0.0103	0.0036
Si	-0.0041	-0.0118	0.0501
Si	-0.0656	0.0236	-0.0168
Si	0.0152	0.0012	0.0247
Si	0.0218	-0.0581	-0.0382
Si	0.0044	0.0066	0.0129
Si	-0.0034	-0.0108	0.0114
Si	-0.0042	0.0067	0.016
Si	-0.0606	-0.0252	-0.0071
Si	0.0145	0.0106	-0.0081
Si	0.0035	-0.0091	-0.0046
Si	-0.045	-0.1008	0.319
Si	-0.0038	-0.0067	-0.0089
Si	-0.0054	-0.0039	-0.0047
Si	0.003	-0.0007	-0.0057
Si	0.0008	0.0072	-0.0052
Si	0.0119	0.0062	-0.0054
Si	-0.0079	0.0096	0.0569
Si	0.019	0.0052	-0.0048
Si	-0.0202	-0.0359	-0.0074
Si	-0.0153	-0.0109	0.0023
Si	-0.0019	-0.0008	-0.0009
Si	-0.0022	0.0032	0.0015
Si	-0.0108	0.0041	-0.0039
Si	0.0175	0.0002	0.0107
Si	0.0045	0.016	0.0237
Si	-0.0347	-0.0131	-0.0088
Si	-0.0129	-0.0087	0.0086
Si	0.0044	-0.0048	-0.0073
Si	0.0145	0.0063	0.0275
Si	-0.0062	-0.0066	0.0032
Si	-0.0013	-0.0442	-0.0057
Si	0.0017	0.0035	-0.0326
Si	-0.0096	-0.0032	0.0143
Si	-0.0138	-0.0053	0.0021
Si	0.0092	0.0001	-0.0221
Si	0.0075	0.012	-0.018
Si	-0.001	0.0022	0.0044
Si	-0.0175	0.008	-0.0022
Si	0.0002	0	-0.0097
Si	-0.0023	0.0054	0.0092
Si	-0.0014	0.0085	-0.0106
Si	0.0028	-0.0013	0.0009
Si	0.0067	-0.0019	0.0007
Si	-0.0044	0.0065	-0.0066
Si	0.0031	-0.0038	0.0029
Si	-0.0035	0.0082	0.0036
Si	0.0017	0.003	0.0036
Si	-0.003	-0.0059	0.0008
Si	-0.0048	-0.006	-0.0024
Si	0.0027	-0.0009	0.0032
Si	0.0076	0.0027	-0.009
Si	0.0041	-0.0082	0.0041
Si	-0.0033	0.0092	-0.0011
Si	-0.0091	-0.0103	0.0025
Si	0.0003	-0.0041	0.0006
Si	0.0014	0.0051	-0.002
Si	-0.0019	0.0035	0.0021
Si	0.0037	-0.005	-0.0028
Si	0.0016	0.0018	-0.0036
Si	0.0001	-0.0002	0.0018
Si	-0.0019	-0.0068	-0.0057
Si	-0.0057	0.0046	-0.0025
Si	0.0052	-0.0011	-0.0059
Si	-0.0068	-0.0033	-0.0006
Si	0.0044	-0.0049	-0.0014
Si	-0.0016	-0.0023	-0.0024
Si	0.0038	-0.0077	-0.0017
Si	-0.0008	0.0151	-0.006
Si	0.0043	0.0104	0.0007
Si	0.0283	-0.007	-0.0096
Si	-0.0091	0.0034	-0.0112
Si	0.0131	0.003	-0.0049
Si	-0.0023	0.0051	-0.0029
Si	-0.0104	-0.0102	-0.0045
Si	0.0081	-0.0108	-0.0132
Si	-0.0025	-0.0097	-0.0003
Si	-0.0201	0.0085	-0.0049
Si	-0.0061	-0.0345	-0.0318
Si	-0.0084	0.0033	-0.0056
Si	0.0164	0.0186	0.0115
Si	-0.029	0.0169	-0.0549
Si	0.0045	-0.0229	-0.0008
Si	-0.0298	0.023	-0.0465
Si	-0.0049	-0.004	-0.0005
Si	0.0045	-0.0074	-0.0005
Si	0.0163	0.0222	0.0073
Si	0.0128	0.0185	0.0057
Si	-0.0059	0.0115	0.0119
Si	0.008	0.0054	0.0117
Si	0.0229	-0.021	0.0185
Si	-0.0032	-0.0032	-0.0016
Si	-0.0043	-0.0287	-0.0376
Si	0.0031	-0.0018	0.0126
Si	0.0111	0.0091	-0.0047
Si	-0.0105	0.0175	0.0214
Si	0.0133	-0.001	0.0013
Si	0.0031	-0.0059	0.0039
Si	-0.0094	-0.0048	-0.0009
Si	-0.0056	0.0008	-0.0021
Si	-0.0015	0.0069	-0.0068
O	-0.003	0.0087	-0.0125
O	-0.0081	-0.0011	-0.0105
O	-0.0038	-0.0059	0.0039
O	0.0004	0.0107	0.0044
O	-0.0062	0.0034	0.0024
O	0.0004	0.0015	-0.0038
O	-0.0001	-0.0025	-0.0055
O	0.0106	-0.0082	-0.0156
O	0.0072	0.0076	-0.0012
O	-0.0048	0.0138	0.008
O	0.0016	0.0014	-0.0086
O	0.0037	0.0021	0.0015
O	0.0559	0.0839	-0.1977
O	0.0054	0.0022	0.005
O	0.0037	-0.024	-0.0222
O	-0.0026	-0.0024	-0.0038
O	0.0174	-0.0145	-0.0157
O	-0.0055	0.0028	-0.0045
O	0.0058	-0.0029	-0.0107
O	-0.0039	-0.0061	0.003
O	0.0008	0.003	0.0026
O	-0.0212	-0.0053	-0.0108
O	0.0018	0.0069	0.0027
O	0.0094	-0.0116	-0.0013
Si	-0.0059	-0.0068	-0.0034
Si	0.0021	0.0126	0.0019
Si	-0.0132	0.0001	-0.0018
Si	-0.0471	0.0057	-0.0282
Si	0.0063	0.022	-0.012
Si	0.018	-0.0115	-0.0139
Si	-0.0086	0.009	-0.0005
Si	-0.0033	-0.0039	0.0065
Si	-0.0132	0.0337	0.0375
Si	-0.0106	-0.0147	0.0031
Si	-0.0068	0.0212	-0.0073
Si	0.0432	0.0298	0.0136
Si	0.0039	-0.0031	0.0129
Si	-0.0007	-0.0173	-0.0078
Si	-0.0129	-0.0083	0.0047
Si	-0.0211	0.0019	-0.0044
Si	-0.0102	0.0097	0.0019
Si	0.0039	-0.005	0.0013
Si	-0.0039	-0.0026	-0.0078
Si	-0.0062	0	-0.0133
Si	0.0008	0.0034	0.0097
Si	0.0088	0.0101	0.0272
Si	0.0012	-0.0275	-0.0262
Si	-0.0052	0.0038	0.0021
Si	-0.0151	0.0135	0.0226
Si	0.0021	0.0019	0.0026
Si	0.0019	0.0127	-0.0021
Si	-0.0041	-0.0108	-0.0238
Si	0.0064	0.0236	0.0027
Si	-0.0328	-0.0103	0.0079
Si	-0.0008	-0.013	0.0108
Si	0.0012	-0.0047	-0.0025
Si	0.0119	0.0057	-0.0041
Si	-0.0003	-0.0014	-0.0032
Si	-0.024	-0.0158	-0.0033
Si	0.0044	-0.0053	0.0034
Si	-0.0022	-0.0105	-0.006
Si	-0.0048	-0.0052	-0.0016
O	0.0006	0.0022	-0.0144
O	-0.0029	0.0022	0.0029
O	-0.0018	-0.0028	-0.0059
O	0.0002	-0.0011	0.0045
O	-0.0043	0.0044	-0.005
O	-0.0073	-0.008	0.0013
O	-0.01	-0.002	0.0036
O	-0.0071	0.007	0.0009
O	0.0035	-0.0029	0.0086
O	0.002	-0.0032	0.0028
O	0.0018	0.0033	0.0087
O	0.0027	0.0011	0.0017
O	-0.0026	0.0063	0.0015
O	0.0031	0.0049	0.002
O	-0.0027	0	0.0001
O	0.0038	-0.0037	0.0067
O	-0.0016	0.0005	0.0023
O	-0.0353	0.0282	-0.0235
O	0.0011	0.0061	-0.0047
O	-0.0006	0	-0.0049
O	-0.0018	0.0009	0
O	-0.0019	0.0051	0.0022
O	0.0087	0.0085	-0.0074
O	-0.0044	0.0019	-0.0075
O	0.0111	0.0026	0.0118
O	-0.0006	-0.0054	0.0078
O	-0.0002	-0.002	-0.0013
O	0.0117	0.0056	-0.0159
O	0.0015	-0.0045	0.0024
O	-0.0025	-0.0016	-0.0057
O	-0.0064	0.0044	-0.0041
O	-0.0014	0.0023	0.0029
O	0.0057	0.0119	0.01
O	-0.0105	-0.0133	-0.004
O	-0.0004	0.0061	-0.0006
O	-0.0021	0.0047	-0.0022
O	-0.0056	-0.0038	-0.0013
O	-0.0047	0.0136	-0.004
O	-0.0052	0.0002	0.0012
O	0.0002	-0.0023	0.0001
O	-0.0024	0.0039	-0.0026
O	0.0069	-0.0054	-0.014
O	0.0011	-0.0004	-0.0005
O	0.0034	-0.0014	-0.006
O	-0.008	-0.0001	-0.0125
O	-0.0024	-0.0095	-0.0053
O	-0.0002	0.006	-0.0081
O	-0.0013	0.0012	-0.0043
O	-0.01	0.0043	-0.003
O	-0.0006	0.0019	-0.0065
O	0.0001	-0.0117	0.0195
O	-0.0008	-0.0015	-0.0027
O	-0.0024	-0.0097	-0.0031
O	0.0428	0.0197	-0.007
O	-0.0021	-0.0028	-0.0108
O	0.0027	-0.0003	-0.0088
O	0.0048	-0.0021	0.0016
O	0.006	0.0062	0.0003
O	-0.006	-0.0007	-0.003
O	-0.0032	-0.0206	-0.0093
O	0.0043	-0.0002	-0.0105
O	-0.0014	0.0016	-0.0034
O	0.0025	-0.0026	0.004
O	0.0084	0.0056	-0.0176
O	0.0012	0.0003	-0.0008
O	0.0288	0.0025	0.0297
O	-0.0114	0.0028	0.0148
O	0.0028	-0.0022	0.0009

The program warned: the cutoff lies below the one the program advises for these potential files; the exchange-correlation potential is rough where the density is thin.
